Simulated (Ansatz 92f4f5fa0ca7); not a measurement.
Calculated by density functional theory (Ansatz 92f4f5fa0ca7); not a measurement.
Periodic cell of 288 atoms, Si144O112H32, with a vacuum gap, from a study of silicon, its oxide and their interface. The atomic structure is a simulated model.

Settings
functional: r2SCAN
potential files: Ansatz PAW
basis: plane waves
wave-function cutoff: 800 eV
density cutoff ratio: 5
exchange-correlation grid ratio: 1
k mesh: 1 x 1 x 1, shifted by 0.5 0.5 0 of a step
self-consistency stop: 1e-11 eV per atom in the density residual
occupations: fixed
spin: none
net charge: 0
applied field: sawtooth along c, amplitude -0.015 V/angstrom in the program's sign convention, ramp centred at 0.9897 of c and 0.0205 of c wide, no dipole correction

Cell vectors (angstrom)
a 10.887 0 0
b 0 10.887 0
c 0 0 48.7552

Atoms: element, x, y, z (angstrom)
Si 0.2779 -0.2769 34.9845
Si 3.1149 2.5513 35.173
Si -0.1627 5.8048 35.1203
Si 2.5237 8.4193 34.9336
Si 5.2933 0.3556 35.1108
Si 7.87 2.995 35.1478
Si 5.7155 5.2238 35.0697
Si 8.5428 7.9645 35.2676
Si 1.4275 1.342 36.3002
Si 4.2103 4.1058 36.4983
Si 1.4251 6.912 36.407
Si 4.1073 9.5684 36.2814
Si 6.802 1.443 36.5193
Si 9.5475 4.1451 36.3405
Si 6.8741 6.7829 36.403
Si 9.6861 9.5467 36.5007
Si 0.0308 2.7236 37.6436
Si 2.7609 0.0026 37.7353
Si 0.1087 8.1999 37.8768
Si 2.756 5.4798 37.721
Si 5.4904 2.7609 37.9233
Si 8.2196 0.025 37.7465
Si 5.4596 8.1854 37.6617
Si 8.2128 5.4426 37.8058
Si 1.3691 4.0888 39.0407
Si 4.0852 1.3538 39.1471
Si 1.4463 9.569 39.1802
Si 4.1123 6.839 39.0758
Si 6.8708 4.1149 39.2096
Si 9.5733 1.3992 39.0831
Si 6.8179 9.5291 39.0564
Si 9.5653 6.8204 39.1424
Si 0.0213 0.0339 40.4678
Si 2.6996 2.7326 40.4448
Si 0.0231 5.4235 40.4599
Si 2.7705 8.1627 40.4968
Si 5.4634 -0.0249 40.4643
Si 8.2191 2.7138 40.5069
Si 5.4428 5.4772 40.4721
Si 8.1592 8.1764 40.4515
Si 1.3572 1.3907 41.8353
Si 4.067 4.0859 41.7959
Si 1.3717 6.7912 41.8182
Si 4.1074 9.5198 41.8558
Si 6.8248 1.333 41.8209
Si 9.5578 4.0872 41.8555
Si 6.7953 6.8232 41.8257
Si 9.5209 9.5457 41.7943
Si 0.0131 2.7273 6.9717
Si 2.6992 -0.0037 6.9258
Si -0.0379 8.1512 6.8916
Si 2.7118 5.4213 6.9331
Si 5.4106 2.6849 6.8833
Si 8.1808 -0.0127 6.9507
Si 5.4519 8.1592 6.9641
Si 8.1278 5.4278 6.9197
Si 1.3635 4.0812 8.332
Si 4.0629 1.343 8.2851
Si 1.2959 9.5229 8.2523
Si 4.071 6.7749 8.2807
Si 6.7635 4.0171 8.2451
Si 9.5292 1.3654 8.3111
Si 6.8132 9.5169 8.3118
Si 9.4595 6.8164 8.2605
Si -0.0397 -0.0207 9.6796
Si 2.718 2.6834 9.6831
Si -0.0946 5.442 9.5911
Si 2.6586 8.15 9.5645
Si 5.4389 -0.0103 9.64
Si 8.1073 2.6795 9.6459
Si 5.4063 5.3509 9.6072
Si 8.1195 8.1403 9.6995
Si 1.3721 1.2985 11.0384
Si 4.0976 4.0201 11.0448
Si 1.2339 6.8415 10.8873
Si 4.0538 9.4714 10.902
Si 6.7935 1.3005 11.0643
Si 9.4167 4.099 10.9633
Si 6.7421 6.6817 10.9716
Si 9.4137 9.5757 11.0678
Si -0.1616 2.6222 12.2406
Si 2.836 -0.0555 12.3561
Si -0.0421 8.2675 12.3233
Si 2.5294 5.3634 12.1527
Si 5.5447 2.7171 12.4515
Si 7.9944 -0.1109 12.5822
Si 5.2525 7.9485 12.2153
Si 8.1076 5.4646 12.4445
Si 0.8849 4.3058 13.4272
Si 4.1301 1.379 13.7397
Si 1.5768 9.3495 13.625
Si 3.5276 6.9262 13.5075
Si 7.0826 3.8567 13.8495
Si 9.2434 1.5625 13.738
Si 6.5278 9.1367 13.6983
Si 9.7163 6.7175 13.6454
Si 11.5973 -10.3045 28.8405
Si -0.7331 17.5204 19.6708
Si 7.6785 -2.743 20.172
Si 8.1806 7.6041 15.9478
Si 21.3368 17.6468 24.9081
Si 12.0289 3.8315 33.3195
Si -0.5104 9.3698 20.645
Si -16.735 -3.9838 24.7238
Si 12.3046 5.4178 18.254
Si 11.7895 -3.8217 27.4508
Si -1.1352 9.2386 28.3669
Si 8.7689 15.8427 26.4607
Si -4.5624 -39.1194 28.4904
Si 5.2095 7.0037 29.9135
Si 6.7803 -1.4646 33.1461
Si -16.0613 24.9623 18.982
Si 11.9094 10.8783 18.64
Si 11.3587 -6.6362 28.0946
Si 15.8719 25.729 25.8231
Si -10.1075 1.5386 23.7814
Si 5.067 15.6079 21.5585
Si 30.8461 -20.9496 27.1137
Si 14.4494 5.3941 16.2483
Si 26.8799 -0.3716 16.0356
Si 24.3397 13.6333 19.0719
Si 14.4899 -23.2602 18.5653
Si 8.9364 13.302 22.3359
Si -19.4626 2.9012 15.3674
Si -3.4406 -10.0222 20.0309
Si -6.0233 -11.0609 21.1485
Si -4.5063 -9.5 28.7934
Si 3.5978 0.4111 27.5757
Si -8.6337 13.527 26.1122
Si -1.0199 -9.0693 33.251
Si 11.4764 -1.4947 23.641
Si 17.8316 6.7897 22.6679
Si -7.1154 -13.5688 27.3785
Si 11.3842 0.4729 15.803
Si 7.5002 -1.0589 17.8638
Si 14.2332 -2.4224 22.6974
Si 7.6488 24.3612 24.9708
Si 9.7001 -16.3021 22.3889
Si 11.0646 -18.9831 30.754
Si 14.1603 6.9423 20.1489
Si 14.1232 13.323 21.9467
Si -4.4999 -5.7407 16.7223
Si 15.4122 7.1565 32.9024
Si 7.1511 -12.2109 30.1873
O 10.5541 -13.4537 24.4458
O -0.1687 -18.0454 29.4923
O -14.2852 -12.0163 31.7467
O 4.4171 -12.1473 22.2825
O 4.1865 1.4528 34.5893
O 1.3778 -1.3822 34.4458
O 4.9131 -9.6551 28.0872
O -2.4687 -8.748 33.8612
O 4.1164 9.7857 27.3515
O 27.9602 -2.6071 30.0488
O 16.1188 5.3333 25.0286
O 19.9817 25.781 22.1532
O 15.2807 28.5837 31.3164
O -2.253 -20.2823 25.702
O -1.3509 7.0831 15.2472
O -0.0779 5.5528 13.6905
O -4.4305 12.6738 19.1604
O 8.5407 6.8732 19.6001
O -8.6716 5.9693 16.9504
O 11.883 2.4592 25.1016
O 4.1342 13.81 18.6492
O 19.4176 6.5533 22.674
O 10.0828 1.0665 15.0544
O 0.0277 -0.1858 19.9021
O 11.9141 -0.8144 14.9829
O 7.6508 -5.9778 27.6438
O 10.9587 9.416 22.1279
O 7.4291 6.3955 16.7354
O 13.0411 12.6714 22.9481
O 3.9056 -3.0283 18.9668
O -17.6644 3.7298 22.4403
O 4.3149 5.9159 20.7949
O 6.8277 19.6731 18.9391
O -9.7679 -6.9844 15.0004
O 6.4512 -21.6756 29.7918
O 26.3063 -14.156 26.0753
O 23.7537 1.2817 18.7735
O 4.5705 11.8878 15.3201
O 4.2792 -11.4281 19.686
O -15.7993 -5.2787 29.5515
O 8.763 9.2119 20.7701
O 14.0382 18.6021 33.5791
O 13.89 -9.6855 26.2913
O 8.2053 -10.8459 18.8269
O -0.5141 -8.974 22.8917
O 9.2501 10.0903 27.0607
O 24.7264 -8.3841 13.9409
O -2.6864 13.6066 14.2667
O -4.4318 7.426 24.0847
O 5.3422 -1.2548 14.7083
O 8.4488 30.6502 16.9345
O 6.0913 -0.1514 33.7788
O 25.7699 -3.6545 23.5238
O 2.7101 -2.9877 21.3245
O -5.2449 -2.5864 33.0244
O -4.6927 5.3702 22.4999
O 10.6587 27.4758 23.6813
O -13.2575 -9.2207 20.9563
O 12.9699 6.0519 19.5689
O 23.3778 -28.8526 18.3116
O 29.5127 13.0662 23.4101
O -4.0932 14.9777 34.563
O -1.7958 -4.4868 25.7637
O 10.9959 10.9411 17.3078
O -0.3989 5.8249 21.0308
O -3.54 8.0927 14.6436
O -6.8029 20.696 17.0663
O -19.7686 -1.2855 18.5673
O -17.5294 7.3888 28.6831
O 1.1525 14.5411 31.7173
O 13.4525 -2.7618 14.0723
O 6.4926 10.6247 16.871
O 6.48 -21.8087 21.0059
O 8.4727 -12.623 29.3476
O -10.8586 10.0441 29.1576
O 21.745 8.0879 19.7823
O 6.4768 -6.4339 15.2505
O -0.7532 -17.4309 27.0558
O 3.421 -7.1189 16.1548
O -5.7577 -17.5137 27.4096
O -0.1486 -5.0374 18.368
O 13.4738 3.4363 33.8948
O -8.7277 19.894 23.6406
O -11.936 -8.6688 31.6723
O 9.5957 -4.0047 34.6146
O 12.5859 1.5567 15.9983
O 0.6427 5.2949 33.7745
O 11.9795 -5.1509 28.3598
O 26.679 16.6004 17.0809
O 6.0806 2.7783 25.4245
O 22.3145 -10.885 24.2601
O 27.6141 -6.9887 20.4185
O 13.3192 -7.8984 20.6584
O 1.6457 14.1725 27.4891
O 21.2573 0.3253 33.6579
O 26.0539 12.1596 21.5591
O 8.3115 4.0384 25.2138
O 21.3149 -3.0513 27.9257
O 0.7899 17.4167 25.927
O 5.0065 -15.9243 33.7333
O -8.7267 18.9552 27.4264
O 17.4555 4.0132 17.8686
O 0.0657 -8.0891 33.9551
O 3.891 16.952 14.8309
O 2.2664 -21.4435 28.4887
O -2.9257 8.8605 34.058
O -4.2269 29.4953 21.3585
O 18.669 1.2231 28.0001
O 21.4126 1.2911 27.7686
O 3.4432 3.5671 25.5254
O 28.2338 2.9725 29.2476
O 11.7536 1.47 30.1698
H 0.5331 2.2102 42.7678
H 2.1631 0.5533 42.7678
H 4.8714 3.2471 42.7283
H 3.2392 4.9017 42.7283
H 2.1844 5.9604 42.7506
H 0.5353 7.5981 42.7506
H 4.9243 8.6931 42.7882
H 3.2725 10.3282 42.7882
H 5.9847 2.1361 42.7534
H 7.6497 0.5143 42.7534
H 8.7099 4.882 42.7879
H 10.3742 3.2601 42.7879
H 5.9713 7.6427 42.7582
H 7.598 5.9826 42.7582
H 8.6956 10.3639 42.7268
H 10.3225 8.7041 42.7268
H -0.8033 3.5544 6.0393
H 0.8372 1.9078 6.0393
H 1.8932 0.8337 5.9933
H 3.5341 -0.8121 5.9933
H -0.8394 8.9928 5.9591
H 0.7985 7.3443 5.9591
H 1.8991 6.2521 6.0006
H 3.5396 4.6056 6.0006
H 6.2507 1.8818 5.9509
H 4.6062 3.5237 5.9509
H 9.0062 -0.831 6.0182
H 7.3559 0.8059 6.0182
H 4.635 8.9859 6.0316
H 6.276 7.3397 6.0316
H 8.9756 4.6329 5.9873
H 7.3251 6.2683 5.9873

Results
free energy: -156491.404 eV
free energy less fixed offsets of H -15.71, O -570.45, Si -639.56 eV per atom: -1.644 eV

Forces (eV/angstrom), in the order of the atoms: element, x, y, z
Si -0.0103 0.0026 -0.0093
Si -0.0058 0.0065 -0.0134
Si 0.006 -0.0099 -0.0162
Si 0.0051 -0.0074 -0.0167
Si 0.0116 -0.0056 -0.0169
Si 0.0023 -0.014 -0.0104
Si -0.0078 0.0046 -0.0118
Si -0.0095 0.0102 -0.0147
Si 0.0078 -0.0029 -0.01
Si 0.0066 -0.0106 -0.0102
Si -0.0097 0.0059 -0.01
Si -0.0052 0.0105 -0.0103
Si -0.0081 0.0052 -0.0154
Si -0.0042 0.0076 -0.0142
Si 0.0125 -0.0043 -0.0097
Si 0.0033 -0.0098 -0.0108
Si -0.0071 -0.0067 0.0127
Si -0.0027 -0.0053 0.0081
Si 0.001 0.0035 0.0034
Si 0.0037 0.001 0.0158
Si 0.0085 0.0056 0.0082
Si -0.0004 0.0044 0.0119
Si -0.0056 -0.0043 0.0113
Si -0.0037 -0.0084 0.007
Si -0.004 -0.0033 0.0301
Si 0.0065 0.0033 0.0143
Si 0.0007 0.0048 0.0087
Si 0.0118 0.0165 0.0267
Si 0.0014 -0.0001 -0.0038
Si -0.0057 0.0037 0.0204
Si 0.016 0.0127 0.0266
Si -0.005 0.0055 0.0112
Si 0.0077 -0.0191 0.1679
Si 0.025 -0.0227 0.1821
Si -0.0086 0.014 0.1941
Si -0.02 0.0034 0.1895
Si -0.0244 0.0158 0.1883
Si -0.0149 0.0075 0.1796
Si 0.0266 -0.0406 0.1742
Si 0.0121 -0.02 0.1711
Si -0.045 -0.0207 0.3221
Si 0.0324 0.0497 0.2606
Si 0.0896 -0.0101 0.2602
Si 0.0822 -0.0546 0.3255
Si 0.0396 0.0613 0.2832
Si -0.0021 -0.1033 0.3187
Si 0.0258 0.0285 0.3337
Si 0.036 -0.0122 0.2708
Si -0.0338 -0.0246 -0.3238
Si -0.093 -0.0163 -0.2979
Si -0.0677 0.0654 -0.304
Si 0.0169 0.0405 -0.304
Si 0.0112 -0.0127 -0.3371
Si 0.0267 0.0226 -0.225
Si -0.0533 -0.0173 -0.3466
Si -0.0737 0.0037 -0.3275
Si -0.0091 0.0149 -0.1685
Si 0.0056 -0.0098 -0.1961
Si 0.0024 0.0072 -0.1871
Si -0.0151 0.0143 -0.162
Si 0.0153 0.0026 -0.1961
Si -0.0053 -0.0024 -0.1598
Si -0.0157 0.0262 -0.1787
Si 0.0013 -0.0034 -0.2043
Si 0.0074 -0.0006 -0.0161
Si -0.0102 -0.0019 -0.025
Si 0.0032 -0.0065 -0.0105
Si -0.0045 -0.0132 -0.0088
Si -0.0158 -0.0105 -0.012
Si 0.0032 0.0026 -0.0137
Si -0.0105 -0.0052 -0.0226
Si -0.0023 -0.0167 -0.03
Si -0.0054 -0.0091 -0.0106
Si -0.0009 0.0105 -0.0121
Si 0.008 -0.0005 -0.0069
Si -0.0081 0.0033 -0.0042
Si -0.0025 0.0072 -0.0012
Si -0.0004 -0.0029 -0.0066
Si -0.0032 -0.0014 -0.0086
Si 0.0114 0.0001 -0.0074
Si -0.0074 0.0014 0.0122
Si 0.005 -0.0026 0.0131
Si 0.0027 -0.0036 0.0131
Si -0.0132 -0.0006 0.0054
Si 0.0007 -0.0042 0.0135
Si -0.0101 -0.0014 0.0173
Si -0.0048 0.0021 0.0192
Si 0.0046 -0.0017 0.011
Si -0.0064 0.0026 -0.02
Si -0.0096 0.0073 -0.028
Si 0.004 0.0016 -0.0234
Si -0.0005 0.002 -0.0262
Si 0.0049 -0.0016 -0.0335
Si -0.0015 0.0028 -0.0238
Si -0.0028 0.0019 -0.03
Si 0.007 -0.0038 -0.0257
Si -0.0009 -0.0053 -0.0478
Si 0.0008 0.0025 -0.0372
Si 0.0003 0.006 -0.0401
Si 0.0031 -0.0043 -0.0369
Si 0 0.0033 -0.0493
Si -0.0063 -0.0071 -0.0477
Si -0.001 0.0035 -0.0439
Si 0.0044 0.0041 -0.0549
Si 0.0098 -0.0049 -0.037
Si 0.0019 -0.0018 -0.0371
Si 0.0106 -0.0035 -0.0447
Si 0.0003 0.0057 -0.0472
Si 0.0045 -0.0038 -0.046
Si 0.0043 -0.0045 -0.0646
Si 0 -0.0045 -0.0536
Si 0.001 0.0061 -0.0378
Si -0.001 0.0042 -0.042
Si 0.0043 0.0055 -0.0535
Si 0.0014 0.0021 -0.0338
Si 0.0027 -0.0033 -0.0448
Si -0.0037 -0.0027 -0.0345
Si -0.0023 0.0036 -0.0462
Si 0.0044 -0.0015 -0.0388
Si -0.0026 0.0052 -0.0413
Si -0.0011 0.0002 -0.0174
Si -0.0015 0.0042 -0.0385
Si -0.002 -0.0026 -0.0433
Si -0.0037 0.0013 -0.0284
Si -0.0054 -0.0071 -0.0366
Si 0.0036 0.0027 -0.0364
Si 0.0001 0.0092 -0.0357
Si -0.0036 0.0018 -0.0351
Si -0.0043 0.0011 -0.0419
Si 0.005 0.0128 -0.0498
Si 0.0032 0.0009 -0.0445
Si -0.0008 0.0022 -0.0422
Si -0.0006 0.0004 -0.0501
Si -0.0006 0.0016 -0.0417
Si -0.0011 -0.0016 -0.0423
Si 0.0027 0.0073 -0.0418
Si -0.0028 0.0007 -0.0435
Si 0.0006 0.0034 -0.0419
Si 0.0053 -0.0036 -0.0733
Si -0.0023 -0.0022 -0.0408
Si 0.0069 0.0052 -0.0401
Si 0.0017 0.0023 -0.0384
Si 0.0101 0.0013 -0.0653
Si 0.0008 0.0024 -0.0598
O -0.0034 -0.0087 0.0187
O -0.0025 -0.0111 0.0402
O -0.0017 -0.0006 0.0486
O -0.0044 -0.0093 0.0219
O -0.0024 0.0011 0.0139
O 0.0011 -0.0002 0.0078
O 0.0093 -0.0002 0.0147
O -0.0116 0.0077 0.0288
O 0.0011 0.0029 0.0141
O 0.0017 0.0036 0.0193
O -0.0001 -0.0092 0.0154
O -0.0009 -0.001 0.016
O -0.0082 0.0016 0.0478
O 0.0066 -0.01 0.0204
O -0.0088 0.0047 0.0203
O 0.0002 -0.0028 0.0211
O 0.0039 -0.0024 0.0154
O -0.0001 0.0007 0.014
O -0.0101 0.0029 0.0204
O 0.0074 0.0078 0.0313
O 0 -0.0017 0.0075
O 0.0009 0 0.0198
O 0.0039 -0.0052 0.0163
O -0.0074 -0.0039 0.0209
O -0.0071 0.005 0.0116
O -0.0096 -0.0018 0.0262
O 0.0091 0.0026 0.0339
O -0.0043 -0.002 0.0111
O -0.0133 -0.0041 0.0304
O -0.0008 -0.0038 0.0157
O -0.0027 -0.0018 0.0101
O 0.0067 -0.003 0.011
O 0.0014 -0.0057 0.0218
O 0.0071 -0.0027 0.0125
O 0.0029 -0.0148 0.0257
O -0.0102 0.0106 0.039
O 0.0029 0.0039 0.0092
O 0.0064 -0.0087 0.019
O 0.0066 0.006 0.0239
O -0.005 0.0148 0.0262
O 0.0058 0.0019 0.0202
O -0.0148 0.0105 0.0353
O 0.0057 -0.0083 0.0174
O 0.001 0.0076 0.0195
O 0.0075 -0.0009 0.0163
O 0.0011 -0.0063 0.0197
O -0.0047 0.0044 0.0205
O -0.0047 -0.0003 0.0055
O -0.0072 0.0018 0.0243
O -0.0032 0.0067 0.0205
O -0.0023 0.0099 0.0228
O -0.0129 0.0083 0.0317
O 0.0076 -0.0083 0.028
O -0.0002 0.007 0.0284
O 0.0005 -0.0015 0.0319
O 0.0059 0.0071 0.0157
O 0.0042 0.0066 0.0276
O 0.0101 0.0106 0.0253
O 0.0049 0.0092 0.0167
O 0.0005 -0.0047 0.0168
O -0.0066 0.0024 0.0325
O -0.0012 0.0037 0.012
O -0.0038 -0.0046 0.0222
O 0.0028 -0.0038 0.0299
O -0.003 -0.0079 0.031
O 0.0059 -0.0029 0.0194
O -0.0063 -0.0067 0.0242
O 0.0003 -0.002 0.0092
O 0.0126 -0.008 0.0345
O 0.0084 0.0073 0.0412
O -0.0013 -0.0021 0.0094
O 0.0087 -0.0018 0.0183
O -0.0017 -0.0003 0.012
O -0.014 0.0019 0.027
O 0.0019 0.0027 0.0271
O 0.0003 0.0032 0.0113
O -0.0065 0.0037 0.0199
O 0.0105 -0.0052 0.0127
O 0.0013 0.0046 0.0125
O 0.01 0.0046 0.0353
O -0.0062 0.0059 0.0148
O 0.0082 -0.0076 0.0187
O -0.0057 0.0023 0.0188
O -0.009 -0.0083 0.0417
O 0.0026 -0.0022 0.0189
O -0.0018 -0.0037 0.0246
O -0.0097 0.0123 0.028
O 0.0004 -0.0052 0.0066
O 0.0016 -0.0007 0.0129
O -0.0052 0.0014 0.0082
O -0.0012 0.0036 0.0175
O -0.0029 0.0064 0.0213
O 0.0033 -0.0024 0.0415
O -0.0096 0.0054 0.0277
O 0.0109 -0.014 0.0324
O -0.0042 0.0041 0.0152
O 0.0053 0.0055 0.0157
O -0.0058 0.0083 0.0133
O 0.0094 0.0012 0.0353
O 0.0074 -0.0141 0.0282
O 0.0016 0.0001 0.0137
O -0.003 -0.0103 0.0232
O -0.0003 -0.0009 0.0134
O 0.0019 -0.0072 0.0321
O -0.0105 0 0.0259
O 0.0095 -0.0084 0.0317
O -0.0032 -0.0072 0.0223
O -0.0074 0.0001 0.0224
O 0.011 -0.0022 0.0246
O -0.0014 -0.0032 0.0094
O 0.0003 -0.0032 0.0271
O -0.0032 0.0138 0.0315
H 0.3633 -0.3421 -0.2553
H -0.192 0.2888 -0.2939
H -0.2153 0.2626 -0.2895
H 0.3394 -0.3365 -0.2475
H -0.323 0.3585 -0.2243
H 0.2592 -0.2405 -0.2841
H -0.3194 0.3993 -0.217
H 0.2696 -0.2013 -0.2996
H 0.2633 -0.2104 -0.274
H -0.3919 0.3447 -0.2252
H 0.297 -0.1857 -0.2926
H -0.3077 0.4084 -0.2248
H 0.3936 -0.307 -0.257
H -0.2206 0.276 -0.2909
H 0.3841 -0.3415 -0.2528
H -0.2286 0.2764 -0.2787
H 0.2833 -0.2535 0.2852
H -0.3328 0.3029 0.2717
H 0.3455 -0.3032 0.2335
H -0.3163 0.212 0.2764
H 0.306 -0.3931 0.2156
H -0.294 0.2166 0.2994
H 0.2309 -0.3072 0.2897
H -0.3469 0.2636 0.2875
H -0.3513 0.1983 0.2548
H 0.2622 -0.3501 0.2567
H -0.3306 0.3433 0.2887
H 0.2602 -0.2734 0.3074
H 0.2571 -0.2816 0.2821
H -0.311 0.3406 0.2707
H -0.2629 0.2644 0.2675
H 0.2279 -0.4362 0.2183

The program warned: the cutoff lies below the one the program advises for these potential files; the forces do not sum to zero within the program's tolerance; empty levels may hold ghost states of the PAW files; the exchange-correlation potential is rough where the density is thin.
